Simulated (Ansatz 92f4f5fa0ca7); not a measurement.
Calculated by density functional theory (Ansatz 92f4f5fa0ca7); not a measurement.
Periodic cell of 254 atoms, Si144O106N4, from a study of silicon, its oxide and their interface. The atomic structure is a simulated model.

Settings
functional: r2SCAN
potential files: Ansatz norm-conserving
basis: plane waves
wave-function cutoff: 1300 eV
density cutoff ratio: 4
exchange-correlation grid ratio: 1
k mesh: 2 x 2 x 1, shifted by 0.5 0.5 0.5 of a step
self-consistency stop: 5e-08 eV per atom in the density residual
occupations: Fermi-Dirac, 0.05 eV
spin: none
net charge: 0

Cell vectors (angstrom)
a	10.888	0	0
b	0	10.888	0
c	0	0	36.0414

Atoms: element, x, y, z (angstrom)
Si	-2.5465	-2.8724	0.0892
Si	3.0331	2.4502	0.1025
Si	-0.2981	5.8131	0.1074
Si	3.1255	7.881	0.1987
Si	5.1026	0.1038	0.0974
Si	8.2545	2.5341	0.09
Si	5.4065	5.6691	-0.0177
Si	10.559	11.233	-0.1729
Si	1.335	1.3276	1.2609
Si	4.2207	4.0615	1.3048
Si	1.3909	6.8192	1.3916
Si	4.0759	9.5034	1.5607
Si	6.7566	1.2791	1.3596
Si	9.4849	4.1233	1.3333
Si	6.8259	6.8379	1.4234
Si	9.5774	9.5968	1.2727
Si	0.0137	2.7389	2.6482
Si	2.6178	-0.0086	2.7522
Si	0.0419	8.245	2.7013
Si	2.7663	5.3844	2.6766
Si	5.4854	2.7116	2.7402
Si	8.1778	-0.029	2.7034
Si	5.5001	8.1695	2.8272
Si	8.1569	5.4444	2.7549
Si	1.389	4.0549	4.0497
Si	4.0492	1.3692	4.0543
Si	1.3309	9.5446	4.155
Si	4.0861	6.7713	4.0858
Si	6.8139	4.0794	4.1194
Si	9.5327	1.3792	4.0365
Si	6.8655	9.5231	4.1358
Si	9.5443	6.8421	4.0464
Si	-0.0261	0.0363	5.472
Si	2.7143	2.7098	5.4575
Si	0.02	5.4496	5.3812
Si	2.7283	8.1536	5.4385
Si	5.4362	0.0054	5.4081
Si	8.1837	2.7175	5.4379
Si	5.4429	5.4356	5.4752
Si	8.1986	8.1526	5.4848
Si	1.3601	1.3649	6.8487
Si	4.0714	4.0744	6.8164
Si	1.3456	6.8054	6.7759
Si	4.0956	9.5257	6.7841
Si	6.7888	1.3622	6.7742
Si	9.5597	4.0857	6.7684
Si	6.813	6.7978	6.8417
Si	9.5256	9.5455	6.8333
Si	-0.0161	2.7403	8.1948
Si	2.7425	-0.0278	8.1788
Si	0.0118	8.1702	8.1606
Si	2.6906	5.4511	8.1368
Si	5.4282	2.6915	8.1566
Si	8.1391	0.0242	8.1565
Si	5.4426	8.1962	8.1821
Si	8.2089	5.4151	8.1598
Si	1.3452	4.1235	9.5354
Si	4.0869	1.3381	9.5608
Si	1.3739	9.5063	9.541
Si	4.0302	6.8224	9.486
Si	6.8452	4.0104	9.4783
Si	9.4963	1.3566	9.5429
Si	6.8037	9.5795	9.5451
Si	9.5453	6.8126	9.5228
Si	-0.0188	-0.0271	10.8677
Si	2.6605	2.704	10.8575
Si	0.0272	5.5051	10.9353
Si	2.7012	8.1482	10.9454
Si	5.4915	0.0411	10.9798
Si	8.139	2.6771	10.9597
Si	5.4482	5.4168	10.6921
Si	8.1732	8.1906	10.845
Si	1.2357	1.3944	12.2431
Si	4.1602	4.052	12.0547
Si	1.3741	6.8144	12.4193
Si	4.0887	9.537	12.2481
Si	6.8612	1.3292	12.4854
Si	9.4795	4.1534	12.2091
Si	6.7129	6.8108	12.0441
Si	9.573	9.4622	12.2606
Si	-0.1214	2.8533	13.6373
Si	2.696	0.0418	13.4981
Si	-0.0594	8.179	13.833
Si	2.9001	5.3324	13.4987
Si	5.4127	2.8637	13.6372
Si	8.2629	-0.2196	13.7785
Si	5.4236	8.08	13.5211
Si	8.0641	5.5548	13.435
Si	1.6403	3.847	14.7674
Si	3.7952	1.6392	14.8104
Si	1.2142	9.8948	14.9843
Si	4.3048	6.5546	14.9372
Si	6.5672	4.5247	14.9017
Si	9.5877	0.7865	15.5069
Si	7.2157	8.8388	14.8311
Si	9.0308	7.0192	14.9856
Si	4.7766	3.6647	19.0947
Si	11.6107	-5.0057	33.248
Si	6.0742	-1.634	17.6989
Si	-3.9425	-8.6564	20.324
Si	-8.1262	-3.043	20.0677
Si	9.1328	6.7636	23.2714
Si	13.9588	13.1677	30.9155
Si	4.2508	20.4581	22.1141
Si	0.9118	28.3052	21.8465
Si	26.9136	18.4805	31.8575
Si	12.3334	12.3501	16.6029
Si	13.2027	18.8138	16.989
Si	7.4264	4.6927	24.9102
Si	5.993	13.8143	31.2057
Si	11.1133	5.7694	16.9015
Si	17.5414	-1.4078	33.8859
Si	6.1111	28.112	27.2182
Si	16.4002	-12.4638	27.541
Si	10.6962	19.7562	24.8694
Si	7.2736	9.1999	22.8761
Si	-1.613	26.8154	31.6382
Si	15.9051	23.1682	22.7375
Si	-4.0033	27.3909	30.2143
Si	-2.1943	1.8181	25.4827
Si	-9.0141	14.0771	33.3672
Si	14.2068	19.2733	29.4531
Si	-2.9843	-10.3911	31.8893
Si	9.8084	23.3962	20.4848
Si	8.0711	10.1879	29.1746
Si	-18.5463	16.003	21.1472
Si	-2.6946	0.2996	18.3861
Si	15.3485	15.0747	23.7636
Si	-5.101	16.9766	17.4702
Si	12.2693	-4.4785	28.2702
Si	3.3627	-16.0223	26.0477
Si	-6.7141	0.838	17.594
Si	13.4197	7.9541	24.1809
Si	-0.7459	1.1499	28.0735
Si	6.9545	-17.6446	33.7256
Si	8.3647	15.6814	17.1153
Si	11.3172	14.5685	29.719
Si	-0.2071	3.4685	18.4597
Si	-0.4281	-1.7605	27.8546
Si	-23.0998	21.9931	22.9815
Si	-4.4766	21.6892	25.1888
Si	24.4748	-2.6592	33.3347
Si	2.0886	10.3564	31.2254
Si	21.6748	11.7362	32.9124
O	1.6825	-6.2111	32.7509
O	5.4991	-0.8296	34.8598
O	4.5625	2.7017	30.491
O	10.8885	-0.0363	34.2969
O	-5.0353	14.3764	32.7287
O	-3.2027	8.6012	34.7622
O	9.4228	12.3877	35.6643
O	2.7061	8.6688	34.8825
O	2.7476	20.5005	32.5065
O	11.4103	13.1959	33.2394
O	14.9517	1.2703	35.6237
O	16.9008	4.3757	24.1792
O	7.4987	3.0501	34.7914
O	3.4815	4.4962	25.0244
O	-0.0754	2.7501	19.8914
O	7.364	10.775	33.2737
O	-2.6525	4.5414	32.804
O	13.0872	-1.619	16.1302
O	9.4484	-3.9929	35.693
O	2.5368	11.6132	17.5692
O	-2.44	2.4174	20.8781
O	7.4798	-1.1754	18.4169
O	4.9023	-0.545	18.0951
O	1.6257	-16.655	21.438
O	-28.458	-4.1401	35.7237
O	9.1761	1.4005	23.9995
O	9.4818	0.4735	19.3624
O	6.3978	9.3971	16.1309
O	-10.4821	26.7459	18.325
O	9.9014	1.6445	26.5434
O	3.6199	3.8574	20.2131
O	-8.1625	8.1965	18.5037
O	4.6538	1.0009	16.0513
O	10.0705	-1.6311	26.2905
O	-2.1916	0.706	16.8825
O	7.2964	16.5861	17.9191
N	11.2588	0.3111	15.8003
O	-3.8276	1.2864	19.0011
O	-11.5987	-6.9798	30.8758
O	16.9476	1.6683	21.5401
O	10.7943	13.3263	28.8108
O	-2.639	10.3893	22.3269
O	19.2969	5.4524	23.8683
O	10.4337	9.987	23.7389
O	-5.0421	20.1177	22.1072
O	-3.375	3.8769	16.0723
O	15.3858	13.123	18.3693
O	10.4176	0.8881	21.7786
O	25.984	24.4681	23.2153
O	7.0534	31.2686	24.4613
O	9.9845	-3.4005	24.4344
O	4.5086	19.1628	30.5401
O	-2.8842	29.5473	22.6807
O	6.1069	19.48	32.6649
O	1.3755	18.2281	33.1323
O	1.7002	17.9014	23.1703
O	7.5302	0.7911	25.9438
O	6.2307	-7.3008	19.8132
O	9.7543	2.2809	14.8423
O	3.5353	8.9238	23.3975
O	13.2642	3.2453	34.8895
O	6.5804	20.8142	28.6026
O	10.215	28.1509	22.107
O	11.744	7.2376	16.9939
O	-13.0796	22.5118	28.7115
O	-7.4694	17.9111	16.2361
O	-1.8066	19.8899	28.7053
N	13.2962	2.4607	15.5201
O	11.3549	24.2403	17.3932
O	4.7844	15.8896	18.1663
O	11.5296	5.1406	28.9928
O	-10.5181	-5.5102	34.742
O	-7.3011	-4.4066	20.3472
O	-2.7502	3.3326	25.4127
O	0.4424	18.638	28.0652
O	6.8938	12.4826	31.2781
N	-5.2615	38.4233	15.7422
O	2.6699	17.8238	29.1211
O	10.2953	16.9266	32.3579
O	-5.2451	18.5656	17.9207
O	15.5175	-5.1811	27.047
O	13.82	22.4764	30.6189
O	3.0131	2.4491	32.5182
O	-8.9214	5.8038	26.8722
O	0.1541	10.6516	28.1881
O	-10.2237	10.9282	31.7287
O	7.1445	16.5187	26.2012
O	8.0285	21.0953	30.7934
O	14.9766	-16.6222	22.518
O	1.8916	14.0588	30.2486
O	20.0118	3.7124	18.0542
O	8.4357	16.7904	30.56
O	23.8526	-1.6274	30.0364
N	20.3664	-4.9738	16.3766
O	12.1472	-3.2711	20.6701
O	16.2294	10.3268	26.2943
O	3.4683	7.1011	25.1662
O	1.0922	-5.9806	15.8666
O	6.552	17.0309	28.7519
O	4.0035	0.2734	22.1849
O	6.7244	4.0111	30.2701
O	14.8105	-3.6217	32.8739
O	16.9734	7.9215	26.9547
O	14.9245	-12.6947	28.1804
O	17.0803	-5.6126	34.6213
O	-5.1151	0.8328	24.041
O	16.8305	-4.6026	31.3604
O	-12.4533	12.0245	32.3104
O	1.4124	-2.1486	25.0413
O	14.4382	9.0543	20.7666

Results
free energy: -67332.441 eV
free energy less fixed offsets of N -289.75, O -463.61, Si -117.95 eV per atom: -45.981 eV
pressure: -0.49 GPa
stress xx, yy, zz, yz, xz, xy (GPa, positive in tension): 0.52, 0.98, -0.03, -0.04, -0.23, -0.4

Forces (eV/angstrom), in the order of the atoms: element, x, y, z
Si	0.034	-0.0089	0.1122
Si	0.0094	-0.0215	0.083
Si	-0.0408	0.0169	0.119
Si	0.0149	-0.0447	0.1026
Si	-0.009	0.0256	0.0946
Si	0.0257	-0.0053	0.0804
Si	-0.0019	0.0034	0.1019
Si	0.0092	-0.0053	0.1705
Si	0.0017	0.0087	-0.0105
Si	-0.0078	0.0008	0.0031
Si	-0.0026	0.0026	-0.0139
Si	0.008	0.0144	-0.0185
Si	-0.0072	0.0087	-0.0012
Si	-0.0016	0.0079	-0.0205
Si	0.0008	0.0151	-0.0156
Si	-0.0034	0.0101	-0.0133
Si	0.0099	0.0064	0.0102
Si	0.0007	0.0008	0.0188
Si	-0.0064	0	0.0179
Si	0.0253	-0.0105	0.0123
Si	-0.0096	0.0128	0.0058
Si	0.0011	-0.0207	0.0156
Si	0.0164	-0.0114	0.0148
Si	-0.0081	0.0024	0.0132
Si	-0.016	0.0097	-0.0103
Si	0.0072	-0.0235	0.0069
Si	0.0011	0.0184	0.0094
Si	-0.0037	0.0213	-0.0094
Si	0.0252	0.0028	-0.019
Si	0.0149	0.0014	0.0045
Si	-0.0109	-0.0032	0.0122
Si	0.0075	-0.0159	0.0098
Si	-0.0054	-0.0153	0.0054
Si	0.0062	-0.0003	-0.0112
Si	0.0085	0.0079	0.0042
Si	-0.0011	-0.0137	0.0048
Si	0.0021	0.0138	0.0021
Si	-0.0033	0.0025	0.0022
Si	-0.0081	-0.0026	-0.0115
Si	0.0199	0.0036	0.0019
Si	0	0.0157	0.0106
Si	-0.0033	-0.005	-0.0065
Si	0.0078	-0.0126	-0.012
Si	0.0084	-0.0036	-0.0068
Si	-0.0112	-0.005	-0.0113
Si	0.0007	0.0024	-0.0018
Si	0.0067	0.0046	0.0086
Si	-0.0061	0.0035	0.001
Si	0.0225	0.0105	-0.0048
Si	0.0153	-0.0036	-0.002
Si	0.0087	0.0094	0.0015
Si	0.0019	0.003	0
Si	0.0025	0.0138	-0.0023
Si	0.0084	-0.0196	-0.0055
Si	-0.015	-0.0047	0.0012
Si	0.0007	-0.0241	0.0058
Si	0.0105	0.0143	0.0037
Si	0.0191	0.0079	-0.0033
Si	-0.009	-0.0318	0.0048
Si	0.0022	0.0191	-0.0082
Si	-0.0209	-0.0034	-0.009
Si	-0.0318	0.0014	0.0102
Si	0.0058	0.0091	-0.025
Si	0.0017	-0.0043	-0.0071
Si	0.0424	-0.0214	0.011
Si	0.0216	0.0146	0.0201
Si	0.0085	-0.008	0.0347
Si	0.0534	-0.0164	0.0104
Si	-0.0262	-0.0021	0.0104
Si	0.012	0.0381	0.0208
Si	0.01	-0.0091	-0.0146
Si	-0.036	0.0177	-0.0057
Si	-0.0161	0.0174	0.0198
Si	0.0057	0.0036	-0.0412
Si	0.0107	0.035	-0.0208
Si	0.0252	-0.032	-0.0241
Si	0.0178	-0.007	-0.0328
Si	-0.0585	-0.0649	-0.0173
Si	-0.014	-0.0149	-0.0145
Si	-0.0179	-0.0111	0.0162
Si	0.0109	0.0177	-0.0344
Si	0.0084	-0.0366	-0.0957
Si	0.0052	0.0028	0.0254
Si	0.0216	-0.0652	0.0445
Si	-0.0778	0.0263	0.0281
Si	0.0311	-0.0341	0.0327
Si	-0.0636	0.0481	0.0632
Si	0.0098	0.044	-0.02
Si	-0.0105	-0.0152	0.0079
Si	-0.0117	0.0309	-0.0334
Si	-0.018	-0.0075	-0.0967
Si	-0.0131	0.0158	-0.1112
Si	-0.0565	-0.012	-0.0609
Si	0.1392	-0.0997	-0.1751
Si	0.0121	-0.0329	-0.1479
Si	0.1054	-0.0636	0.132
Si	-0.0076	-0.0027	-0.2177
Si	0.01	-0.0164	0.178
Si	-0.0605	-0.0407	-0.1324
Si	0.0314	0.0277	-0.2556
Si	0.0008	-0.0227	-0.2933
Si	0.0505	-0.0062	-0.1568
Si	0.0253	-0.0083	0.1304
Si	-0.0532	-0.029	-0.2123
Si	0.0777	-0.0124	-0.2219
Si	0.0136	-0.0026	0.2204
Si	0.0632	0.0726	-0.0712
Si	0.0047	-0.0099	-0.2095
Si	-0.0242	0.018	-0.0368
Si	-0.0102	0.0233	0.1634
Si	-0.0487	-0.0032	-0.1568
Si	-0.0069	-0.0174	0.2329
Si	0.0167	0.0057	0.1775
Si	-0.0241	-0.0144	0.1421
Si	0.0042	0.01	-0.0372
Si	-0.021	0.0349	-0.1244
Si	-0.0306	0.009	0.174
Si	0.0186	0.0307	-0.2162
Si	0.0116	-0.0645	0.1915
Si	0.0551	-0.0409	-0.014
Si	0.0236	-0.0042	0.183
Si	0.0136	0.0244	0.1938
Si	0.0115	0.0491	0.1963
Si	0.0546	0.0539	-0.2475
Si	-0.0188	0.0194	0.2063
Si	-0.0101	-0.0199	-0.2396
Si	0.0118	-0.0205	-0.1868
Si	-0.0448	0.0262	-0.1673
Si	0.0448	-0.0239	-0.2217
Si	-0.0176	-0.0343	0.1446
Si	-0.0033	0.0126	0.0167
Si	0.0013	-0.0599	-0.2357
Si	-0.015	-0.0202	-0.116
Si	0.0154	0.0379	0.1262
Si	-0.0356	0.0093	0.1977
Si	0.1023	-0.0149	-0.1417
Si	0.0167	-0.0192	0.2042
Si	0.0577	0.059	-0.2119
Si	-0.0014	-0.0216	0.1174
Si	0.0279	0.0474	-0.1964
Si	-0.0108	-0.0146	-0.0348
Si	0.0072	0.0057	0.1561
Si	-0.0173	0.044	0.1751
Si	0.0138	-0.0377	0.2005
O	-0.0007	-0.0011	-0.0783
O	0.053	-0.0373	-0.1218
O	-0.0072	-0.0064	-0.0378
O	0.0022	0.0217	-0.1974
O	-0.0181	-0.0241	-0.1312
O	-0.0603	0.0427	-0.1418
O	0.021	-0.0193	-0.0552
O	-0.0084	0.0098	-0.1238
O	-0.0107	0.0365	-0.0935
O	0.0016	-0.0039	-0.0763
O	-0.0117	0.0208	-0.043
O	0.0325	0.0084	0.0382
O	-0.0225	0.0151	-0.1135
O	-0.0117	-0.0069	0.0495
O	-0.0441	-0.0654	0.1424
O	0.0148	0.0343	-0.1017
O	0.0565	0.0217	-0.1182
O	0.0157	-0.0531	0.0691
O	0.0097	-0.0135	-0.0471
O	-0.016	-0.0217	0.074
O	-0.0186	-0.0099	0.0831
O	0.0275	0.024	0.0728
O	0.0041	0.0196	0.1088
O	-0.0284	0.0291	0.079
O	-0.0339	0.023	-0.0492
O	-0.0357	0.0118	0.0801
O	0.0175	0.042	0.1012
O	-0.0539	0.0526	0.1406
O	-0.0067	-0.0202	0.0984
O	-0.0256	0.0146	-0.0521
O	-0.0553	0.0428	0.1299
O	0.0122	0.0011	0.214
O	0.0545	-0.0179	0.1241
O	-0.0054	-0.0077	-0.045
O	-0.086	-0.0001	0.1213
O	-0.0518	-0.006	0.0809
N	-0.0538	-0.0831	0.0569
O	-0.0205	0.0098	0.1046
O	0.0458	-0.0398	-0.0878
O	-0.0811	-0.0284	0.1742
O	-0.0328	-0.0621	-0.0851
O	-0.023	-0.0259	0.0642
O	-0.0263	-0.0223	0.0442
O	0.017	-0.0378	0.0697
O	0.0395	0	0.063
O	0.0436	0.0494	0.1089
O	0.0348	0.0596	0.1276
O	-0.0165	-0.0622	0.1523
O	-0.0113	0.0102	0.0706
O	0.0093	0.0106	0.0604
O	-0.0065	0.0189	0.05
O	-0.0608	0.0293	-0.1344
O	0.0019	-0.0286	0.0521
O	-0.0241	-0.0288	-0.1177
O	0.0129	0.0232	-0.0583
O	0.0229	0.0554	0.1319
O	-0.0147	0.0053	0.0051
O	0.0351	-0.026	0.0913
O	-0.0574	0.1013	0.0122
O	-0.0219	-0.0162	0.0926
O	-0.0193	0.0307	-0.1343
O	-0.0182	-0.0209	-0.0873
O	-0.0829	0.0087	0.0881
O	0.0024	0.0025	0.072
O	0.0229	0.0098	-0.0666
O	-0.0257	0.0581	0.0975
O	0.033	-0.0065	-0.0591
N	-0.0834	0.0825	0.0489
O	-0.0277	0.0112	0.0947
O	-0.0216	-0.0254	0.1133
O	0.0228	0.0593	-0.0841
O	0.0251	-0.0122	-0.163
O	-0.0031	-0.0183	0.0906
O	-0.0004	0.0025	0.0084
O	-0.0231	0.0298	-0.0441
O	0.0041	-0.0175	-0.0615
N	0.0069	-0.036	0.0529
O	-0.0159	-0.0211	-0.0688
O	-0.0338	-0.0093	-0.0851
O	0.0012	0.0326	0.0991
O	-0.0075	-0.0002	-0.0368
O	0.0055	-0.0197	-0.0516
O	0.0039	-0.024	-0.0851
O	0.0193	-0.0153	-0.062
O	-0.0048	-0.0216	-0.0569
O	0.0249	-0.0042	-0.0934
O	0.0178	-0.0156	-0.0372
O	0.0053	-0.0501	-0.1502
O	0.0488	-0.0325	0.1519
O	-0.0588	0.0342	-0.0708
O	-0.0124	-0.0248	0.1163
O	-0.0141	0.0346	-0.0826
O	0.025	-0.0485	-0.0987
N	-0.0057	0.0809	-0.0675
O	-0.0638	-0.0288	0.1263
O	0.0052	0.0314	-0.0383
O	0.0135	-0.0184	0.0262
O	0.0081	0.0089	0.0711
O	-0.0402	0.0401	-0.1671
O	0.0064	0.0073	0.0623
O	0.0153	0.044	-0.0608
O	0.0179	-0.0194	-0.0812
O	0.0063	-0.0009	-0.0455
O	0.0346	0.0061	-0.0827
O	0.044	-0.0249	-0.1287
O	0.0201	-0.0314	0.0902
O	0.0206	-0.0111	-0.0893
O	-0.0429	-0.0005	-0.0799
O	-0.0113	0.0048	0.0233
O	0.0475	0.0567	0.1403

The program warned: the forces do not sum to zero within the program's tolerance.
